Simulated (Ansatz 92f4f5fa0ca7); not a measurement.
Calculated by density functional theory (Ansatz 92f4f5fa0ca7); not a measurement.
Periodic cell of 255 atoms, Si165O90, from a study of silicon, its oxide and their interface. The atomic structure is a simulated model.
Doubt: the cutoff is far below the 930 eV that the study's wrapper takes by default for these files, so forces and energies are approximate.

Settings
functional: PBE
potential files: Ansatz PAW
basis: plane waves
wave-function cutoff: 580 eV
density cutoff ratio: 5
exchange-correlation grid ratio: 1
k mesh: 1 x 1 x 1, Gamma-centred
self-consistency stop: 5e-08 eV per atom in the density residual
occupations: fixed
spin: none
net charge: 0

Cell vectors (angstrom)
a	10.938	0	0
b	0	10.938	0
c	0	0	37.9607

Atoms: element, x, y, z (angstrom)
Si	0	0	0.683
Si	5.469	0	0.683
Si	2.7345	2.7345	0.683
Si	8.2035	2.7345	0.683
Si	0	5.469	0.683
Si	5.469	5.469	0.683
Si	2.7345	8.2035	0.683
Si	8.2035	8.2035	0.683
Si	1.3673	1.3673	2.0503
Si	6.8362	1.3673	2.0503
Si	4.1018	4.1018	2.0503
Si	9.5708	4.1018	2.0503
Si	1.3673	6.8362	2.0503
Si	6.8362	6.8362	2.0503
Si	4.1018	9.5708	2.0503
Si	9.5708	9.5708	2.0503
Si	2.7345	0	35.9092
Si	8.2035	0	35.9092
Si	0	2.7345	35.9092
Si	5.469	2.7345	35.9092
Si	2.7345	5.469	35.9092
Si	8.2035	5.469	35.9092
Si	0	8.2035	35.9092
Si	5.469	8.2035	35.9092
Si	4.1018	1.3673	37.2764
Si	9.5708	1.3673	37.2764
Si	1.3673	4.1018	37.2764
Si	6.8362	4.1018	37.2764
Si	4.1018	6.8362	37.2764
Si	9.5708	6.8362	37.2764
Si	1.3673	9.5708	37.2764
Si	6.8362	9.5708	37.2764
Si	0.0996	-0.2368	27.8059
Si	5.2581	0.1075	27.6775
Si	2.9817	2.3304	27.7015
Si	7.8398	3.0931	27.7874
Si	-0.3966	5.7406	27.5819
Si	5.6182	5.3408	27.8599
Si	2.3514	8.512	27.8644
Si	8.2313	7.8968	27.864
Si	1.3369	1.3205	29.067
Si	6.7859	1.3572	29.0031
Si	4.0064	4.054	29.0006
Si	9.5166	4.1496	29.0418
Si	1.2163	6.8118	29.0057
Si	6.782	6.776	29.2867
Si	4.0465	9.5812	29.1008
Si	9.4584	9.5257	29.0801
Si	2.7053	0.005	30.4955
Si	8.1507	0.0229	30.4071
Si	-0.0282	2.754	30.371
Si	5.4121	2.7204	30.4146
Si	2.6477	5.4582	30.3515
Si	8.2051	5.4294	30.5619
Si	-0.0933	8.1679	30.4604
Si	5.3963	8.222	30.489
Si	4.0685	1.3847	31.8302
Si	9.5519	1.3736	31.7642
Si	1.3232	4.1093	31.774
Si	6.798	4.045	31.8289
Si	4.029	6.8047	31.7817
Si	9.5376	6.8351	31.8849
Si	1.3246	9.5374	31.8021
Si	6.7946	9.602	31.8101
Si	-0.0233	-0.0001	33.1513
Si	5.4349	0.011	33.1884
Si	2.6971	2.7539	33.1667
Si	8.1868	2.7032	33.1788
Si	-0.0156	5.457	33.1939
Si	5.4332	5.4558	33.1558
Si	2.6958	8.1801	33.1724
Si	8.1599	8.2251	33.19
Si	1.3524	1.3611	34.5304
Si	6.8253	1.3505	34.5521
Si	4.084	4.0966	34.5398
Si	9.554	4.0831	34.5426
Si	1.3539	6.8196	34.5538
Si	6.8102	6.8258	34.5345
Si	4.0811	9.5529	34.5356
Si	9.5593	9.5743	34.5391
Si	2.747	0.0021	3.4155
Si	8.2094	0.0116	3.4076
Si	0.0134	2.7511	3.418
Si	5.4899	2.7397	3.4066
Si	2.7557	5.4947	3.4098
Si	8.2195	5.4689	3.4207
Si	0.0164	8.2004	3.4033
Si	5.4829	8.2188	3.4191
Si	4.1374	1.3685	4.7626
Si	9.5785	1.3729	4.7679
Si	1.3842	4.1451	4.7654
Si	6.8679	4.0834	4.7843
Si	4.1412	6.8375	4.7904
Si	9.6073	6.8352	4.7725
Si	1.4089	9.5325	4.768
Si	6.8665	9.5773	4.7813
Si	0.0045	-0.045	6.0646
Si	5.5043	0.0069	6.1483
Si	2.7915	2.7904	6.0699
Si	8.2328	2.7302	6.1784
Si	0.0403	5.5057	6.1746
Si	5.5324	5.4735	6.1381
Si	2.7787	8.1836	6.1813
Si	8.2468	8.1969	6.1221
Si	1.3973	1.3703	7.2872
Si	6.8624	1.3515	7.5504
Si	4.1496	4.1355	7.4886
Si	9.6022	4.1386	7.5227
Si	1.4201	6.8408	7.5963
Si	6.938	6.8136	7.5062
Si	4.185	9.5465	7.5206
Si	9.6136	9.5401	7.4918
Si	2.7696	0.085	8.6739
Si	9.8028	1.206	10.037
Si	0.078	2.6958	8.6967
Si	5.5363	2.7973	8.8765
Si	2.8188	5.4745	8.9503
Si	8.3158	5.5105	8.9806
Si	0.063	8.2414	8.9503
Si	5.5948	8.1759	8.8859
Si	3.9058	1.5961	10.0539
Si	8.227	-0.067	8.8793
Si	1.6544	3.7477	10.0644
Si	6.675	4.3739	10.2477
Si	4.4575	6.6396	10.2436
Si	9.5191	7.0561	10.3844
Si	1.1811	10.014	10.0402
Si	7.1953	9.2366	10.2799
O	8.4728	2.6682	26.3399
O	2.3643	2.7553	26.232
O	8.3429	8.1535	10.8335
O	0.7445	4.2244	11.3455
O	17.6453	4.2158	27.3499
O	-0.6813	11.4336	26.5486
O	7.3076	3.7734	11.6494
O	-1.7857	1.8912	11.3784
O	3.9923	7.4563	11.6028
O	6.4496	9.8263	11.6314
O	10.2747	6.4212	11.7463
O	12.9249	20.6136	11.4305
O	4.5294	0.7499	11.3122
O	2.7837	2.6721	10.6417
O	10.9526	11.074	10.538
O	5.5379	16.4147	10.7316
O	7.2928	8.2561	26.561
O	5.1526	6.1975	26.5169
O	15.088	12.1891	27.2551
O	14.0081	7.8895	26.5319
O	12.1844	-1.3261	27.2916
O	0.0079	5.2368	26.0625
O	-1.5344	6.8935	27.2856
O	5.8203	10.4097	26.247
Si	8.4523	2.8556	24.7239
Si	-0.0555	4.8078	24.4793
Si	0.5117	6.9634	22.2061
Si	11.2274	0.7255	20.7627
Si	3.4845	-1.2037	17.2816
Si	7.9721	7.4165	15.2742
Si	3.7261	0.4123	14.5221
Si	3.7395	6.6059	25.8193
Si	10.3242	6.049	16.657
Si	6.3932	3.2551	20.8086
Si	7.9532	2.4428	12.3331
Si	-1.5721	9.8411	18.8966
Si	11.6525	3.8946	15.0923
Si	5.9117	7.6302	17.3934
Si	5.4215	3.0756	23.5296
Si	9.2958	2.963	20.2773
Si	5.349	6.0392	14.9503
Si	5.6951	11.112	12.2908
Si	7.439	7.5822	20.1009
Si	11.6896	9.7354	23.1353
Si	-1.3176	0.161	25.0747
Si	5.205	2.7052	18.2453
Si	3.1363	7.9196	23.1149
Si	0.5302	8.7491	16.8308
Si	11.4667	5.4612	12.3749
Si	5.279	11.6564	21.8068
Si	6.9059	9.4242	25.5021
Si	-1.5577	1.8824	14.877
Si	3.1681	0.7925	19.692
Si	1.6578	9.7903	13.0193
Si	-1.0601	5.8426	19.7822
Si	3.1458	7.2328	12.9858
Si	2.6822	3.8909	25.1113
Si	5.942	-2.1262	22.5301
Si	9.9581	9.7954	14.447
Si	3.9459	3.4194	15.4027
Si	8.0429	1.4474	17.7236
O	6.4105	1.6768	17.7649
O	3.6485	-0.1717	16.0365
O	5.5516	3.8714	22.0815
O	2.1523	6.9502	22.2415
O	8.8271	8.5947	14.4939
O	-1.4744	4.0384	24.2329
O	2.4702	8.5429	13.67
O	-4.1436	1.3315	12.5486
O	9.2746	0.3314	14.3579
O	6.1697	1.6303	20.7924
O	5.8874	3.7732	19.3269
O	4.1387	6.7675	14.1654
O	4.4752	3.3641	16.9489
O	7.2569	8.1224	16.5792
O	5.3237	6.3273	16.5765
O	8.9631	6.2155	15.7717
O	6.7897	6.6504	14.4028
O	6.8982	3.1377	24.2593
O	-0.4587	8.962	18.1009
O	3.9431	2.0472	19.0329
O	6.2898	7.3193	18.9541
O	-0.0835	6.0442	23.4151
O	8.3345	8.8656	19.6717
O	8.5862	2.8106	13.7871
O	8.4754	-0.1212	17.9203
O	1.3366	3.9571	24.1658
O	6.8258	7.8189	21.5946
O	0.0354	9.6185	13.1754
O	1.5788	1.1441	19.8417
O	9.9993	6.2299	18.2248
O	8.6122	2.0026	16.3056
O	11.34	7.2454	16.2245
O	-0.0304	8.4855	22.4385
O	10.1722	4.2643	19.9175
O	2.2186	9.1849	23.6454
O	0.0136	9.834	15.7392
O	8.7773	2.2764	18.9057
O	3.8137	0.4348	21.1514
O	8.3736	6.256	20.2545
O	5.0098	4.4555	14.6957
O	2.2953	11.1255	13.7308
O	4.9629	-0.2768	13.6836
O	8.2763	10.211	25.1806
O	-2.9553	3.4598	21.1159
O	9.1599	1.4686	24.2034
O	3.8704	7.0306	24.2656
O	3.3955	-0.4734	18.7185
O	2.351	3.8433	15.2554
O	0.9055	10.9689	22.0916
O	4.7776	8.7756	17.3317
O	6.3171	8.7553	24.1271
O	2.0978	-2.0259	17.1495
O	4.3768	8.4664	22.2342
O	11.1382	4.8152	13.8312
O	10.3007	12.9531	21.1409
O	6.1772	-0.6044	22.0212
O	11.0303	4.6098	16.4229
O	4.0703	1.997	14.6307
O	1.9444	6.2346	12.5406
O	5.0839	1.4992	23.2312
O	10.8027	10.2576	24.3696
O	2.7805	5.3002	25.9335
O	0.0619	6.5588	20.7076
O	10.2197	-0.2755	19.9932
O	4.1345	3.6688	24.3567
O	10.9401	2.413	14.983

Results
free energy: -156081.394 eV
free energy less fixed offsets of O -568.88, Si -635.61 eV per atom: -6.544 eV

Forces (eV/angstrom), in the order of the atoms: element, x, y, z
Si	-0.0276	-0.0164	-0.0106
Si	-0.0147	-0.014	-0.0103
Si	-0.0107	-0.0268	-0.0035
Si	0.0134	-0.0403	-0.0101
Si	0.0192	-0.0499	-0.0067
Si	-0.0061	-0.0153	-0.0042
Si	-0.0212	-0.0239	-0.0116
Si	-0.0173	-0.037	0.0053
Si	0.0289	0.0053	0.0302
Si	0.0382	-0.0004	-0.1607
Si	0.0455	0.0165	-0.0165
Si	0.0266	0.0036	-0.0622
Si	0.0919	0.0189	-0.1752
Si	0.0526	-0.014	0.0628
Si	0.0529	0.0166	-0.0544
Si	0.0747	0.0368	-0.0224
Si	-0.0847	-0.0073	-0.0812
Si	-0.0059	-0.0335	0.1006
Si	-0.0401	-0.0766	-0.0006
Si	-0.0498	0.0231	-0.0201
Si	0.0149	-0.0158	0.0947
Si	-0.0866	-0.0081	-0.0721
Si	-0.0748	0.0267	-0.014
Si	-0.0955	-0.0431	-0.0024
Si	0.0184	0.0075	-0.0086
Si	0.0075	0.0301	0.0044
Si	0.0051	0.0138	-0.0101
Si	-0.0025	0.0331	0.008
Si	0.0012	0.0337	0.0121
Si	-0.0016	0.0474	-0.0014
Si	0.0192	0.0381	0.0034
Si	0.0263	0.0155	-0.0056
Si	0.0016	0.0225	0.0062
Si	0.0187	-0.0198	-0.0107
Si	-0.0173	-0.0073	-0.0435
Si	0.0276	0.0302	-0.0348
Si	-0.0103	-0.0202	-0.0121
Si	0.0128	0.0054	-0.0016
Si	0.0079	-0.0071	0.0072
Si	-0.017	-0.0215	-0.0635
Si	0.0103	-0.0027	0.0109
Si	-0.0353	-0.0066	0.0039
Si	0.0184	0.0067	0.0157
Si	-0.0153	0.02	-0.0058
Si	-0.0118	0.028	-0.0018
Si	0.006	-0.01	-0.0007
Si	-0.0071	0.0184	-0.0097
Si	0.0009	-0.0144	0.0292
Si	-0.0068	0.0032	-0.0181
Si	0.0076	-0.0042	0.0105
Si	0.0004	-0.0068	0.0002
Si	0.0079	0.0071	-0.0082
Si	0.0047	-0.0106	0.0048
Si	0.0083	0.0014	-0.0197
Si	-0.0027	-0.0071	-0.0175
Si	-0.0012	-0.0066	0.0009
Si	-0.0017	-0.008	0.0111
Si	0.0043	0.0037	0.0014
Si	-0.0024	-0.0053	0.0023
Si	-0.0105	-0.0009	0.0086
Si	-0.0005	0.0026	-0.0008
Si	-0.0043	-0.0064	0.0143
Si	0.0011	0.0062	0.0152
Si	-0.0042	-0.0054	0.0011
Si	-0.0036	-0.0059	-0.0031
Si	-0.0007	0.006	-0.0026
Si	0.0011	0.007	-0.0012
Si	-0.0012	-0.0016	-0.001
Si	-0.0043	0.0048	-0.0028
Si	0.003	-0.0062	-0.002
Si	-0.003	-0.0024	0.0003
Si	0.003	0.0003	-0.0033
Si	0.0026	-0.002	0.0028
Si	0.0016	0.0017	0.0032
Si	-0.0028	-0.0006	0.005
Si	0.0012	0.0042	0.0032
Si	0.0004	0.0009	0.0031
Si	0.0008	-0.0007	0.0014
Si	0.003	0.002	0.0019
Si	-0.0002	0.0003	0.0036
Si	-0.0016	0.0041	0.0014
Si	-0.0011	-0.0008	-0.0014
Si	0.0015	-0.0028	0.0011
Si	0	-0.0021	0.0004
Si	-0.0019	-0.0022	-0.0019
Si	0.0014	0.0009	-0.0012
Si	0.0008	0.0007	-0.0012
Si	-0.0013	-0.0021	-0.0017
Si	0	0.0025	0.006
Si	0.0041	-0.0063	0.0082
Si	0.0013	0.0042	0.0048
Si	-0.0022	-0.0029	0.0042
Si	0.0007	-0.0054	0.0054
Si	-0.0012	0.0079	0.0057
Si	-0.0014	-0.0021	0.0057
Si	0.0033	0.0022	0.0023
Si	-0.0105	-0.0026	-0.0167
Si	-0.0044	0.003	0.0013
Si	-0.0008	-0.0038	-0.0174
Si	0	0.0029	0.0007
Si	0.0009	-0.0058	-0.0003
Si	0.007	0.015	-0.0077
Si	0.0041	0.0067	-0.0004
Si	0.001	-0.0078	-0.0075
Si	0.0011	0.0114	0.0254
Si	0.0081	-0.0065	-0.0024
Si	0.0005	-0.0066	0.0233
Si	0	0.0034	0.0027
Si	0.0035	-0.0019	-0.0004
Si	-0.0021	-0.0045	0.023
Si	-0.0001	-0.0011	0.001
Si	0.0102	0.0007	0.0214
Si	0.0024	0.0131	-0.0026
Si	0.0095	-0.0157	0.023
Si	0.0077	-0.0161	-0.0096
Si	-0.0167	0.0139	-0.0095
Si	0.016	-0.0073	-0.0167
Si	-0.0119	0.0166	0.0086
Si	-0.0273	0.0014	-0.0141
Si	0.015	-0.0166	0.0018
Si	-0.0025	-0.0146	0.0113
Si	0.0183	0.001	-0.0239
Si	0.0008	-0.0187	0.0304
Si	0.009	0.0063	0.0187
Si	0.0055	0.022	0.0188
Si	0.0128	-0.0135	-0.0138
Si	-0.0021	0.0223	0.0444
Si	-0.0256	-0.0159	0.0434
O	-0.0093	0.0019	0.031
O	0.0097	-0.0074	0.0336
O	-0.0173	0.0124	0.0122
O	0.0131	-0.0054	-0.0098
O	-0.0014	-0.0019	-0.0003
O	0.0096	0.0027	0.0225
O	-0.0192	0.0175	-0.017
O	0.0177	-0.013	-0.0113
O	0.0118	-0.0128	-0.0163
O	0.027	-0.0166	-0.0185
O	-0.0303	0.0252	-0.0078
O	-0.0091	0.0004	-0.0122
O	-0.0093	0.0153	0.0011
O	-0.0103	0.0129	-0.0078
O	0.006	-0.0019	-0.0074
O	-0.0029	-0.0041	0.0036
O	0.0366	0.0282	0.0393
O	0.0024	-0.0166	0.0187
O	-0.0123	0.0036	0.0142
O	-0.0079	0.0015	-0.0012
O	0.0226	-0.013	-0.0043
O	-0.0048	0.0125	0.049
O	-0.0315	0.0276	0.0001
O	0.0003	0.0074	0.0092
Si	-0.0202	0.0001	0.0205
Si	0.0062	0.0062	0.0118
Si	-0.0064	0.0047	0.002
Si	-0.0061	0.0036	-0.0092
Si	0.0036	-0.0065	0.0191
Si	-0.0046	0.0031	-0.0053
Si	0.0061	0.0016	-0.0202
Si	-0.0021	0.0021	0.0128
Si	-0.0049	0.0095	0.0192
Si	0.005	-0.0033	-0.004
Si	-0.002	0.0006	-0.0172
Si	0.0031	0.0022	0.0077
Si	-0.005	0.0086	-0.0258
Si	0.0007	0.0053	0.0103
Si	0.0007	-0.0036	0.0205
Si	0.0084	0.0032	0.0035
Si	0.0017	0.0009	-0.0012
Si	-0.0072	0.0003	-0.0196
Si	0.0062	-0.0053	-0.0066
Si	0.0034	0	0.0038
Si	0.0071	0.011	0.0036
Si	0.0022	-0.004	0.013
Si	-0.0059	0.0022	0.0187
Si	-0.0037	0.0008	0.0144
Si	0.0128	-0.0124	-0.007
Si	-0.0028	0.0071	-0.0016
Si	0.005	-0.0244	0.0228
Si	-0.0031	-0.0036	-0.0167
Si	-0.0087	0.0006	-0.001
Si	-0.0098	0.0025	-0.043
Si	-0.0139	-0.0036	0.0003
Si	0.0116	0.0123	-0.0346
Si	0.0046	0.0031	0.007
Si	0.0079	-0.0031	0.0043
Si	-0.0016	-0.0105	-0.0161
Si	0.0059	-0.0015	-0.0037
Si	-0.0045	-0.0045	0.0138
O	-0.0007	0.0014	0.0015
O	0	0.0059	0.0023
O	-0.0047	0.0017	0.0092
O	0.0067	0.0023	-0.003
O	0.0047	0.0029	0.0131
O	0.0016	-0.0033	-0.0107
O	-0.0031	0.007	0.0213
O	0.0029	0.0007	0.0227
O	-0.0032	0.0073	0.0176
O	-0.0051	-0.0026	0.0077
O	0.0013	0.0015	0.0035
O	-0.0022	0.0036	0.0194
O	-0.0072	0.0014	-0.0063
O	0.0069	-0.0033	-0.0046
O	-0.0011	-0.0034	-0.0071
O	-0.0023	0.0026	0.0087
O	0.0045	0.0001	0.0126
O	0.0134	0.004	-0.0056
O	0.0042	-0.0013	-0.0092
O	0.0027	-0.0019	0.0025
O	-0.0034	0.0027	-0.0066
O	-0.0021	-0.0094	-0.0021
O	-0.0038	-0.0011	0.0031
O	-0.0012	-0.0016	0.0121
O	0.002	0.0013	-0.0006
O	0.0057	0	-0.0029
O	-0.0093	0.0065	0.0132
O	0.0071	0.0009	0.0122
O	0.0018	-0.0043	0.0068
O	0.0102	-0.0058	-0.0136
O	0.0064	0.0032	-0.0068
O	-0.0061	-0.0098	0.0025
O	0.0017	0.0051	-0.0002
O	-0.0047	-0.0032	0.0022
O	0.0012	0.0011	-0.0081
O	-0.0056	0.0129	-0.0054
O	0.0014	0.002	0.0031
O	0.0035	-0.0017	-0.0005
O	0.0053	0.0001	-0.0017
O	0.0057	-0.0019	0.0083
O	-0.0015	-0.0008	0.0204
O	0.0034	0.003	0.0092
O	-0.0361	-0.0209	0.0024
O	-0.0004	0.0034	-0.0003
O	0.0015	-0.0035	-0.0079
O	0.0012	-0.0043	0.0095
O	0.0009	0.007	-0.003
O	-0.006	0.0018	0.0125
O	0.0005	-0.012	0.0127
O	0.0034	-0.0006	0.0021
O	0.0084	0.0117	0.0227
O	0.005	0.0026	0.0008
O	-0.003	-0.0001	-0.004
O	0.0037	0.0028	0.0163
O	-0.0015	0.0023	-0.004
O	0.0014	-0.0067	-0.0005
O	0.0034	-0.0064	0.0001
O	0.0006	-0.0022	0.0107
O	-0.0195	-0.0211	0.0166
O	-0.0024	0.0074	-0.0015
O	0.0033	-0.003	-0.0127
O	0.0031	0.0055	-0.0099
O	0.0051	0.0046	0.0069
O	0.0059	0.0041	0.0049
O	-0.0116	0.0022	-0.0084
O	0.0006	0.0004	0.0192

The program warned: the cutoff lies below the one the program advises for these potential files; the exchange-correlation potential is rough where the density is thin.
